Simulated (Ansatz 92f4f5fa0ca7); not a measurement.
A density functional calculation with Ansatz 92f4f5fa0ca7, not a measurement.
Periodic cell of 227 atoms, Si134O91H1N1, from a study of silicon, its oxide and their interface. The atomic structure is a simulated model.
Doubt: the cutoff is far below the 930 eV that the study's wrapper takes by default for these files, so forces and energies are approximate.

Settings: functional PBE; potential files Ansatz PAW; basis plane waves; wave-function cutoff 580 eV; density cutoff ratio 5; exchange-correlation grid ratio 1; k mesh 1 x 1 x 1, Gamma-centred; self-consistency stop 5e-08 eV per atom in the density residual; occupations fixed; spin none; net charge 0.

Cell vectors (angstrom)
a  10.938  0  0
b  0  10.938  0
c  0  0  32.9062

Atoms and the computed forces on them: element, x, y, z (angstrom), force x, y, z (eV/angstrom)
Si  0.2979  -0.228  25.4537  0.0057  -0.0037  -0.0038
Si  5.8667  -0.2439  25.4496  0.0047  -0.0084  -0.0058
Si  2.522  3.0828  25.3099  0.0027  0.0019  -0.0147
Si  7.9382  3.2147  25.3418  -0.0022  0.0049  -0.0057
Si  0.25  5.3475  25.2885  -0.0003  0.0069  -0.0035
Si  5.7056  5.4953  25.4528  0.0018  0.0017  -0.0072
Si  2.4884  8.4076  25.4898  -0.0077  -0.0033  -0.0031
Si  8.0147  8.3773  25.745  -0.0076  -0.0017  -0.0161
Si  1.4107  1.4518  26.6833  -0.0029  -0.009  0.012
Si  6.8893  1.4829  26.6679  -0.0004  -0.0008  0.0041
Si  4.0949  4.2115  26.6643  0.0041  0.0013  0.0065
Si  9.5973  4.2041  26.6799  -0.003  0.0003  0.0052
Si  1.3391  6.8484  26.7832  0.001  0.0018  0.0003
Si  6.8099  6.8651  26.9928  -0.0007  -0.0039  0.0069
Si  4.1387  9.6124  26.7018  0.0063  -0.0001  0.0062
Si  9.644  9.6314  26.8235  0.0048  0.0042  0.0056
Si  2.747  0.0413  28.0835  -0.0031  0.0001  -0.0037
Si  8.2052  0.0696  28.1072  -0.0046  -0.0045  -0.0044
Si  -0.026  2.7496  28.0734  0.0045  0.0042  -0.0012
Si  5.4336  2.7669  28.062  0.0018  0.0026  -0.0011
Si  2.7355  5.4898  28.1197  -0.0045  -0.0022  -0.0026
Si  8.2438  5.4632  28.1715  -0.0046  -0.0037  -0.0047
Si  -0.0127  8.1965  28.1618  0.0032  0.0004  -0.0036
Si  5.3923  8.2503  28.1853  0.0025  0.0072  -0.0042
Si  4.1018  1.3673  29.4879  0.0953  0.1494  -0.1636
Si  9.5708  1.3673  29.4879  0.0603  0.2561  0.045
Si  1.3673  4.1018  29.4879  -0.0916  -0.0402  -0.2449
Si  6.8362  4.1018  29.4879  -0.0549  -0.2328  -0.1198
Si  4.1018  6.8362  29.4879  -0.3611  0.0178  0.4096
Si  9.5708  6.8362  29.4879  0.049  0.0502  0.5237
Si  1.3673  9.5708  29.4879  0.2159  0.1057  -0.1444
Si  6.8362  9.5708  29.4879  0.0043  0.3567  -0.0645
Si  0  0  30.8552  0.0616  0.0296  -0.0436
Si  5.469  0  30.8552  0.1097  0.0516  0.0003
Si  2.7345  2.7345  30.8552  -0.0043  -0.0291  -0.0427
Si  8.2035  2.7345  30.8552  -0.0227  -0.0351  0.0123
Si  0  5.469  30.8552  0.0215  0.0423  0.0213
Si  5.469  5.469  30.8552  0.0484  0.0371  -0.0405
Si  2.7345  8.2035  30.8552  0.0339  -0.0338  0.0365
Si  8.2035  8.2035  30.8552  0.0468  -0.0233  -0.033
Si  1.3673  1.3673  32.2224  -0.0072  0.0035  0.0001
Si  6.8362  1.3673  32.2224  -0.0088  -0.0011  -0.0119
Si  4.1018  4.1018  32.2224  -0.0031  0.0188  -0.022
Si  9.5708  4.1018  32.2224  -0.0025  0.02  -0.0335
Si  1.3673  6.8362  32.2224  -0.0188  0.0484  -0.0145
Si  6.8362  6.8362  32.2224  -0.0291  0.0406  -0.0095
Si  4.1018  9.5708  32.2224  -0.0273  -0.0244  -0.0372
Si  9.5708  9.5708  32.2224  -0.0571  -0.0245  -0.0139
Si  2.7345  0  0.6835  0.0488  -0.0495  0.0153
Si  8.2035  0  0.6835  -0.0153  0.0338  0.0437
Si  0  2.7345  0.6835  -0.0314  0.0151  -0.0085
Si  5.469  2.7345  0.6835  0.0607  -0.0465  0.0168
Si  2.7345  5.469  0.6835  0.007  -0.0016  0.0349
Si  8.2035  5.469  0.6835  0.0256  -0.015  0.0135
Si  0  8.2035  0.6835  0.0636  -0.0361  0.0216
Si  5.469  8.2035  0.6835  -0.0121  0.0366  -0.0062
Si  4.1018  1.3673  2.0507  -0.0706  0.0264  0.0062
Si  9.5708  1.3673  2.0507  0.1028  0.0483  -0.0093
Si  1.3673  4.1018  2.0507  -0.063  -0.0679  -0.0224
Si  6.8362  4.1018  2.0507  -0.0349  0.0701  0.0183
Si  4.1018  6.8362  2.0507  0.0899  0.0923  0.0286
Si  9.5708  6.8362  2.0507  -0.1323  0.0238  0.0556
Si  1.3673  9.5708  2.0507  -0.069  -0.0208  -0.0179
Si  6.8362  9.5708  2.0507  -0.0935  -0.1751  -0.0006
Si  0  0  3.418  0.2399  0.2337  -0.4023
Si  5.469  0  3.418  -0.1222  -0.2093  0.196
Si  2.7345  2.7345  3.418  -0.1551  -0.1789  -0.213
Si  8.2035  2.7345  3.418  0.2084  0.2161  0.2105
Si  0  5.469  3.418  0.0057  -0.558  0.3095
Si  5.469  5.469  3.418  0.3102  0.0382  -0.0375
Si  2.7345  8.2035  3.418  -0.154  -0.0218  -0.0818
Si  8.2035  8.2035  3.418  -0.2739  -0.1937  -0.2912
Si  1.3883  1.3362  4.7974  0.0015  -0.0035  -0.0001
Si  6.8532  1.3626  4.7633  0.0006  0.0006  0.0046
Si  4.0923  4.0938  4.7329  0.0032  -0.0002  0.005
Si  9.6239  4.0237  4.9007  0.0022  -0.0008  0.0007
Si  1.3843  6.7973  4.7707  -0.0015  0.0017  0.0003
Si  6.894  6.7914  4.8157  0.0007  -0.0032  0.0004
Si  4.0489  9.5645  4.8092  0.0019  0.0006  -0.0031
Si  9.5445  9.602  4.687  0.0021  -0.0012  0.0055
Si  2.68  -0.0276  6.2415  0.0044  0.0056  -0.0023
Si  8.2373  0.001  6.1034  -0.0009  0.0058  -0.0144
Si  0.0187  2.5199  6.3182  -0.0033  0.0007  0.0011
Si  5.4585  2.7185  6.0669  -0.0051  0.0029  -0.0049
Si  2.706  5.3789  6.1506  0.0034  -0.0005  -0.0044
Si  8.3165  5.4503  6.3048  -0.0029  0.0019  0.0037
Si  -0.0645  8.1981  5.9677  -0.0003  -0.003  -0.0066
Si  5.3767  8.1134  6.0976  0.0007  0.004  -0.003
Si  3.9071  1.6039  7.4528  0.0002  0.0072  0.0072
Si  9.8141  0.8132  7.6947  0.0057  -0.0002  0.0121
Si  1.6257  3.7771  7.5281  0.004  0.0018  0.0105
Si  6.6526  4.2125  7.4224  -0.0048  0.0011  0.0075
Si  4.3842  6.4115  7.4442  0.0018  -0.0161  0.0096
Si  9.3252  7.3195  7.5187  0.0026  0.0049  0.0053
Si  1.0552  9.5881  7.4204  -0.0081  -0.0057  0.0125
Si  6.9385  9.3925  7.2396  0.0031  -0.0067  0.0162
O  5.5368  5.3286  7.9026  -0.0018  0.0061  -0.0036
N  -0.243  -0.5863  8.3997  0.0008  0.0093  -0.0094
O  2.816  2.7205  7.9705  -0.0029  -0.0033  -0.0022
O  7.9204  8.1545  7.6551  -0.0057  0.0003  -0.0018
O  1.4197  9.5747  25.0123  -0.0073  0.0036  0.0031
O  6.7634  4.3201  24.9551  0.002  -0.0045  0.003
O  6.9805  9.5134  25.163  0.0042  0.0005  0.0077
O  -0.325  6.0553  23.8846  -0.0007  -0.0025  0.0064
O  6.5175  10.1638  8.6435  0.0008  -0.0033  -0.0099
O  1.1091  4.4313  8.9548  0.0009  -0.0041  -0.01
O  1.7092  8.4634  8.4582  0.0025  0.0031  -0.0039
O  7.1597  3.4013  8.7578  -0.0012  0.0027  -0.0063
O  9.9317  7.6869  9.0355  -0.003  -0.0045  -0.0055
O  4.6207  1.0756  8.8554  -0.0021  -0.0002  -0.0054
O  3.7882  6.8751  8.9157  0.0012  0.0019  -0.0033
O  9.1581  1.6322  8.9556  0.0027  -0.0024  -0.0028
O  5.5176  0.2495  23.9213  0.001  -0.0004  0.0105
O  8.6531  2.8864  23.8944  -0.0016  0.001  0.011
O  8.4124  6.121  22.2645  -0.0001  0.0017  0.0062
O  5.2664  6.403  24.138  0.0026  -0.0051  0.0092
O  8.4789  7.4192  24.5114  0.0018  0.0065  0.0014
O  3.2899  2.4629  23.9739  -0.0094  0.0006  0.0047
O  2.9068  7.5819  24.1197  -0.0011  0.0018  0.0076
O  10.5957  0.3088  24.0388  0.0065  0.0025  -0.0025
Si  5.6718  10.0511  12.3331  0.001  -0.0005  0.0012
Si  9.5287  4.933  14.6794  0.0001  -0.001  0.0008
Si  17.8244  15.2378  16.4872  -0.0002  0  -0.0001
Si  2.8769  8.4134  18.3588  0.0003  0  -0.0014
Si  4.1907  4.1709  14.8612  0.0001  -0.0008  0.0006
Si  0.0737  0.6902  22.4997  0.0038  0.0116  0.0007
Si  3.6287  14.2598  19.8143  0.0006  -0.0095  0.0022
Si  -2.2986  2.5479  22.3074  -0.0017  -0.0021  -0.005
Si  -2.3221  9.5899  12.2137  -0.0002  0.0001  0.0017
Si  2.9649  1.7658  22.5195  -0.0248  -0.0013  -0.0144
Si  6.1908  1.9884  18.4502  -0.0012  -0.0006  -0.0005
Si  8.1407  2.5996  9.7637  -0.0011  0.0017  0.0006
Si  10.2179  -1.7435  9.6852  0.0018  -0.0026  -0.0001
Si  14.0231  8.28  9.3208  -0.0025  -0.0016  0.004
Si  1.367  7.7833  11.4475  -0.0016  0  -0.0003
Si  7.2182  11.3901  20.9164  -0.0006  -0.0004  -0.0013
Si  8.5448  5.285  20.8751  0.0004  0.0005  -0.0045
Si  1.5174  4.7446  10.5038  0.0017  -0.0019  0.0016
Si  14.797  -4.4736  20.2584  0.001  -0.0005  -0.0016
Si  -1.1682  9.3842  21.2454  -0.0037  0.0002  -0.0025
Si  6.6205  6.2751  18.9206  0.0008  -0.0015  -0.0017
Si  12.6022  1.5994  18.023  -0.0021  -0.0054  0.0148
Si  3.7695  -1.3394  14.6065  -0.0003  0  0.0001
Si  11.3577  7.9228  16.7171  -0.0009  -0.0007  -0.0017
Si  2.6818  12.5666  14.1074  -0.0001  0  0.0012
Si  4.9323  -0.5197  22.6008  -0.0005  -0.0002  -0.0018
Si  10.9576  2.4249  15.5023  0.0006  0  0.0005
Si  4.1008  10.8458  17.3272  0.0004  0.0014  -0.0001
Si  2.9242  6.8988  15.9273  0.0004  -0.0014  -0.0005
Si  3.8133  3.4728  12.0718  0.0002  -0.0004  0.0003
Si  -1.5768  7.3714  18.9997  -0.0005  0.0004  -0.0005
Si  6.4866  1.9631  12.187  -0.0007  0.0005  0.002
Si  8.9693  12.4463  13.558  -0.0003  0.0002  0.0015
Si  9.9346  3.6386  11.9282  -0.0007  0.0003  0.0007
Si  9.3819  6.9592  23.2649  -0.004  0.0034  0.0083
Si  4.2639  7.3405  23.2486  -0.0002  0.0036  -0.0021
Si  5.0777  -0.4216  9.2974  0.0004  0.0008  0.0026
Si  10.5783  -3.0988  13.9794  -0.0001  -0.0002  0.0014
O  7.2852  1.7146  21.9622  0.0017  0.0022  0.0027
O  3.7556  9.7797  18.5363  0.0003  -0.0001  0.0019
O  8.9132  3.79  21.3072  0.0009  -0.0029  0.0046
O  8.7842  10.8955  13.1658  -0.0001  -0.0009  0.0004
O  9.9442  8.6637  19.7961  -0.0005  0.0003  0.0032
O  10.9183  8.7322  15.3404  0.0001  -0.0007  0.0016
O  13.7957  8.3091  10.9513  0.0023  0.0009  -0.0022
O  1.3653  1.6349  22.4374  0.0264  -0.0053  -0.0002
O  3.9849  4.5512  13.2879  0.0004  -0.0007  0.0002
O  9.6479  5.9986  19.8732  -0.0003  0  0.0028
O  3.5133  -8.218  21.3258  -0.0048  -0.0067  0.0052
O  11.9278  7.64  13.0381  0.0007  -0.0002  0.0007
O  1.2725  6.3288  10.7358  -0.0003  0.0011  0.0005
O  5.1157  13.8616  19.2566  -0.0106  0.0003  0.0039
O  11.3428  -2.0029  10.8342  -0.0008  0.0009  0
O  5.8185  10.6293  21.252  -0.0018  -0.0003  0.0034
O  9.0063  -1.1535  10.6278  -0.0005  -0.0006  0.0004
O  3.0371  8.1469  14.8577  -0.0001  -0.0001  0.0014
O  3.5569  13.5982  15.0799  0  -0.0004  0.0005
O  -1.089  1.594  21.8845  0.0087  -0.0066  0.0085
O  1.3366  6.6576  16.2362  -0.0003  0.0003  0.002
O  3.0365  4.2081  10.8401  -0.0002  -0.0002  0.0011
O  7.0414  9.197  12.2123  -0.0009  -0.0001  0.0011
O  7.2045  1.1367  19.4243  -0.0009  0.0013  0.0016
O  4.7582  -1.7029  13.3776  0.0001  -0.0002  -0.0001
O  0.1414  10.3023  21.5577  0.0015  0.0031  0.003
O  8.2408  15.6295  15.6603  0  0.0001  0.0013
O  2.9854  2.1434  12.5739  0.0004  0.0003  0.0005
O  16.3012  0.8524  17.64  -0.0007  -0.001  0.0028
O  14.8854  -4.4007  21.8772  0.0009  0.0012  0.0029
O  11.4292  13.1222  17.0383  0.0034  -0.0012  0.0065
O  8.9732  14.6606  10.6112  -0.0011  -0.0007  0
O  9.9663  6.4877  14.6457  0.0002  0.0008  0.0011
O  -7.3032  7.4258  17.2961  0.0004  -0.0001  0.0019
O  1.1251  1.836  14.4762  0.0006  -0.0005  0.001
O  1.3826  8.8215  17.7345  -0.0005  -0.0004  0.0018
O  2.4484  13.7296  18.8201  -0.0017  -0.0132  0.003
O  15.9496  -0.6818  10.8751  0.0002  0.0004  -0.0018
O  10.7566  4.0292  15.2685  0.0001  0.0001  0.001
O  7.2943  1.6414  10.7936  0.0004  0.0001  -0.001
O  3.5034  11.1653  22.3641  -0.0048  0.008  0.0035
O  5.3562  3.04  11.7377  0.0004  -0.0002  0.0012
O  3.5011  5.4298  15.6129  -0.0005  0.0003  0.0017
O  2.9186  10.9426  14.1816  0.0002  -0.0002  0.0007
O  -3.3662  13.311  13.3524  0.0006  -0.0002  0.0008
O  7.7382  7.4728  18.7803  0.0009  0.0006  0.0026
O  4.5213  -0.9212  15.9886  0.0002  -0.0004  0.0012
O  9.2911  4.5827  13.0948  0.0003  -0.0006  -0.0003
O  4.8603  8.8158  22.8828  -0.0006  -0.0023  0.0009
O  5.8277  11.5783  12.8712  -0.0003  -0.0007  0.0002
O  -1.4025  1.6843  15.0873  -0.0004  -0.0005  0.0005
O  11.939  0.6513  19.1651  -0.0044  -0.025  -0.023
O  3.4671  4.9425  19.8506  0.0001  -0.0019  0.0037
O  9.4413  8.4295  12.9887  -0.0001  0  0.0003
O  7.1375  5.2162  20.0601  -0.0004  -0.0004  0.0025
O  -0.8584  7.3639  17.5463  0.0002  -0.0009  0.0017
O  5.7269  4.0856  15.367  0.0004  -0.0004  0.0011
O  8.3927  10.269  21.1485  0.0017  -0.0013  0.002
O  10.034  13.0445  12.4746  0.001  -0.0015  0.0007
O  9.8326  8.2826  22.4438  0.0006  -0.0047  0.0036
O  -10.4207  4.016  11.5478  0.0008  -0.0007  0.0014
O  5.2509  -4.0353  19.5165  -0.0015  -0.0007  0.0034
O  7.0408  13.8776  17.4104  -0.0002  -0.0005  0.0022
O  13.6796  11.7241  17.0824  -0.0015  0.0022  0.0068
O  3.9815  -1.456  8.6967  -0.0002  -0.0006  -0.0006
O  2.7456  7.5741  19.7565  0.0003  -0.0013  0.003
O  1.36  4.1888  24.8318  0.0008  -0.0014  0.004
O  6.4542  16.4712  17.4795  0.0002  -0.0013  0.0012
H  11.6836  -0.2486  18.8996  0.0158  0.0376  0.0026

Results
free energy: -137341.498 eV
free energy less fixed offsets of H -15.97, N -385.13, O -568.88, Si -635.61 eV per atom: -0.578 eV

The program warned: the cutoff lies below the one the program advises for these potential files; the forces do not sum to zero within the program's tolerance; the exchange-correlation potential is rough where the density is thin.
